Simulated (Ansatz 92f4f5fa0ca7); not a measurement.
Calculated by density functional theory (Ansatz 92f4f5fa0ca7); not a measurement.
Periodic cell of 166 atoms, Si98O68, from a study of silicon, its oxide and their interface. The atomic structure is a simulated model.

Settings
functional: r2SCAN
potential files: Ansatz norm-conserving
basis: plane waves
wave-function cutoff: 1300 eV
density cutoff ratio: 4
exchange-correlation grid ratio: 1
k mesh: 2 x 2 x 1, shifted by 0.5 0.5 0.5 of a step
self-consistency stop: 5e-08 eV per atom in the density residual
occupations: Fermi-Dirac, 0.05 eV
spin: none
net charge: 0

Cell vectors (angstrom)
a, 10.88, 0, 0
b, 0, 10.88, 0
c, 0, 0, 23.4017

Atoms and the computed forces on them: element, x, y, z (angstrom), force x, y, z (eV/angstrom)
Si, -0.1878, 0.292, -0.1935, 0.3475, -0.8071, -0.5659
Si, 2.3819, 2.7336, -0.2108, 0.1609, 0.1017, -0.3386
Si, 0.444, 5.2868, -0.2154, -0.5155, -0.1768, -0.0598
Si, 3.1512, 7.8669, 0.0482, -0.3033, -0.0352, -0.6137
Si, 6.0051, -0.3323, 0.2194, -0.4576, 0.6377, -0.2379
Si, 9.1284, 2.0934, -0.2782, -0.2916, 0.7707, -0.3383
Si, 4.876, 6.5311, 0.8775, 0.6895, 0.067, -0.0731
Si, 7.701, 8.9221, -0.0518, 0.2895, -0.1021, -0.6576
Si, 1.4537, 1.2122, 1.2731, -0.1703, 0.1945, 0.3178
Si, 4.2385, 4.3569, 1.5285, 0.0608, -0.1806, -0.4563
Si, 1.4567, 6.834, 1.2402, 0.1054, 0.0949, 0.262
Si, 4.08, 9.6267, 1.2483, 0.2993, 0.0629, 0.3619
Si, 7.0473, 1.5092, 1.2233, -0.0856, -0.3448, -0.1006
Si, 9.6882, 3.6077, 1.3614, 0.0282, -0.1769, 0.4663
Si, 7.1004, 6.754, 0.4809, -0.294, -0.3625, -0.0425
Si, 9.553, 9.6163, 1.2134, -0.0055, 0.0634, 0.1952
Si, 0.2015, 2.5207, 2.8167, -0.0912, 0.1757, 0.0169
Si, 2.7742, -0.0288, 2.7048, -0.1077, -0.0232, -0.1379
Si, -0.022, 8.1294, 2.581, -0.0564, 0.0511, -0.0779
Si, 2.5979, 5.4361, 2.8121, -0.0491, -0.2101, 0.0979
Si, 5.5583, 2.8093, 2.6844, 0.1638, -0.1638, 0.1566
Si, 8.203, 0.0365, 2.7099, 0.3622, 0.2391, 0.1059
Si, 5.1765, 8.1243, 2.7089, -0.2478, -0.0385, 0.0255
Si, 8.1278, 5.3667, 3.0745, -0.4502, 0.0167, 0.0603
Si, 1.3771, 4.0137, 4.2013, -0.0393, 0.0947, -0.1693
Si, 4.1496, 1.3685, 4.0358, 0.0246, 0.0661, -0.229
Si, 1.3145, 9.504, 4.0282, 0.046, -0.1042, -0.0116
Si, 3.9256, 6.8258, 4.2104, 0.0065, 0.1092, -0.0429
Si, 6.635, 4.1019, 4.3325, 0.1231, 0.201, 0.0985
Si, 9.5305, 1.3591, 4.1796, -0.1322, -0.084, -0.3317
Si, 6.7862, 9.4611, 4.0152, -0.0448, -0.2264, -0.3988
Si, 9.6383, 6.7799, 4.1571, 0.0907, -0.1585, -0.0657
Si, -0.0011, -0.027, 5.4752, -0.0694, 0.1359, -0.1105
Si, 2.769, 2.6456, 5.4838, 0.0713, 0.1005, 0.0624
Si, 0.0519, 5.4196, 5.5578, -0.0445, -0.091, -0.0227
Si, 2.6202, 8.2156, 5.5418, -0.0139, -0.0937, 0.0062
Si, 5.466, -0.0127, 5.4481, 0.024, -0.1147, 0.0525
Si, 8.1189, 2.714, 5.5579, 0.1163, 0.0188, -0.1551
Si, 5.2936, 5.485, 5.6092, -0.1191, -0.0416, -0.1132
Si, 8.1469, 8.1281, 5.436, 0.0213, 0.0073, -0.064
Si, 1.3803, 1.297, 6.8655, -0.019, -0.0597, 0.0108
Si, 4.0124, 4.0341, 6.8986, -0.1656, -0.1458, 0.024
Si, 1.325, 6.8314, 6.9313, 0.0474, 0.1578, 0.1027
Si, 4.0498, 9.5682, 6.86, 0.0334, -0.0118, -0.041
Si, 6.7776, 1.3489, 6.939, 0.0113, 0.0745, 0.0852
Si, 9.5631, 4.0217, 6.859, -0.055, 0.1693, 0.1978
Si, 6.785, 6.7963, 6.8613, 0.0483, -0.0807, 0.1363
Si, 9.4203, 9.5908, 6.785, 0.102, -0.146, 0.0216
Si, -0.0121, 2.6084, 8.2603, 0.0067, -0.0043, -0.1125
Si, 2.778, 0.0738, 8.3203, 0.0604, -0.0591, 0.1515
Si, -0.0505, 8.3533, 8.1356, -0.0076, 0.0704, -0.1578
Si, 2.626, 5.3323, 8.2378, 0.1565, -0.1902, -0.1474
Si, 5.4005, 2.7689, 8.3147, 0.0458, 0.067, -0.0487
Si, 8.1371, -0.0202, 8.3279, 0.0455, 0.0275, 0.0916
Si, 5.3895, 8.1619, 8.2095, 0.0674, 0.0338, -0.1249
Si, 8.2143, 5.3984, 8.1785, 0.0346, -0.1171, -0.1317
Si, 1.3697, 3.8997, 9.652, -0.4335, 0.0892, 0.03
Si, 4.0716, 1.495, 9.8018, -0.153, -0.0048, 0.1409
Si, 1.3282, 9.6236, 9.6272, 0.0087, 0.0351, 0.1475
Si, 3.9816, 6.7497, 9.4446, 0.2418, -0.3989, 0.2974
Si, 6.9344, 4.0215, 9.6035, -0.1588, -0.1088, -0.0479
Si, 9.5663, 1.2973, 9.7908, -0.1073, 0.0201, 0.2213
Si, 6.6337, 9.5477, 9.6284, 0.0395, 0.0893, 0.163
Si, 9.4597, 6.9804, 9.3458, -0.016, -0.0458, 0.1789
Si, 0.4139, 0.3451, 11.1943, -0.0932, 0.065, 0.0266
Si, 2.5318, 2.7009, 11.2727, 0.1817, -0.1494, 0.2114
Si, 0.2287, 6.252, 10.7772, -0.73, -0.4587, 0.1639
Si, 2.1279, 7.5972, 10.4746, 0.2718, 0.5083, 0.0071
Si, 5.4856, 0.1597, 11.0867, 0.1245, 0.0413, 0.0402
Si, 7.8257, 2.3552, 11.0532, 0.1578, -0.1069, 0.3527
Si, 6.1871, 5.5418, 11.198, -0.1634, 0.3887, 0.0487
Si, 8.0181, 8.0726, 10.7379, -0.1948, -0.1995, 0.3342
Si, -1.0602, -1.5523, 13.1273, -0.1072, 0.1495, 0.2316
Si, -2.3527, 6.3659, 15.0592, -0.3057, 0.0362, 0.525
Si, 4.6253, 9.5799, 13.7158, 0.0799, 0.1671, 0.3988
Si, 11.0008, 7.3935, 13.7022, -0.2726, -0.3807, 0.474
Si, -3.4767, -1.8641, 14.6888, -0.1916, -0.1476, 0.4566
Si, -0.5296, 3.725, 17.9043, -0.3465, -0.1571, -0.0803
Si, 7.542, 2.7275, 17.7077, 0.1759, 0.1514, 0.0853
Si, 7.2723, 3.9314, 13.4758, 0.0946, -0.1971, 0.474
Si, 5.3946, 2.8319, 15.3768, 0.2096, -0.2233, 0.454
Si, 3.5235, 11.1829, 16.1518, -0.0912, -0.0559, 0.3458
Si, 8.5177, 10.7639, 18.7041, -0.0601, 0.0972, -0.3124
Si, 0.2505, 10.0043, 20.2257, -0.2589, -0.0088, -0.5051
Si, 5.4553, 3.4743, 19.8911, 0.0658, -0.0307, -0.1241
Si, 2.046, -3.176, 20.3799, 0.2222, -0.1455, -0.3668
Si, 14.0941, 1.5645, 20.3446, 0.3304, -0.0873, -0.2388
Si, -2.9954, -2.6765, 17.3417, 0.0089, -0.0835, 0.3383
Si, 3.2039, 4.6643, 13.9063, 0.2603, -0.2839, 0.0715
Si, 5.8831, 7.5282, 19.603, 0.0115, -0.1523, -0.205
Si, 1.8604, 4.7409, 16.532, -0.0223, -0.0038, 0.507
Si, 3.5606, 5.8017, 18.7621, 0.1944, -0.0214, -0.124
Si, 9.7377, 4.358, 20.8719, -0.1573, 0.0645, -0.4953
Si, 7.0649, 5.3213, 21.3728, -0.165, -0.1064, -0.2277
Si, 3.0323, 7.0655, 13.4577, 0.1443, 0.2077, -0.0372
Si, 12.6008, 2.0219, 17.5425, -0.3466, -0.084, -0.1321
Si, 6.5666, 9.9518, 20.9039, -0.2442, 0.1107, -0.526
Si, 13.7347, 10.0797, 18.9472, 0.377, -0.1619, -0.0545
O, 3.4105, -0.0413, -3.1225, -0.3044, 0.1192, -0.1867
O, 6.0096, 4.0932, -2.1148, 0.1504, 0.1914, -0.0737
O, 3.7733, 3.4939, 0.1628, -0.3642, 0.2263, 0.2619
O, 13.7136, 5.7991, -6.098, -0.172, -0.1978, -0.0925
O, 2.3264, 1.9471, -4.3593, 0.1041, -0.1149, 0.1094
O, 2.5249, 2.1098, -1.7124, -0.0973, 0.0813, 0.3094
O, -0.8324, 5.107, 0.8023, 0.3008, -0.2732, -0.2512
O, 2.4069, 6.1686, -3.5133, -0.0279, 0.2545, 0.1517
O, 7.7091, -4.3722, 1.9792, 0.0105, -0.2843, -0.1705
O, 5.7998, 0.0304, -1.4227, 0.4844, -0.5618, 0.3535
O, 8.3744, 5.1367, -2.9593, 0.0687, -0.1282, 0.3919
O, 9.2976, 3.0344, -1.6728, -0.0589, -0.2933, 0.2099
O, 2.6462, 7.9162, -1.5319, 0.1689, -0.0727, 0.36
O, 7.5663, 5.5193, -0.5075, 0.1449, 0.1922, 0.0023
O, 7.7868, 9.1421, -1.734, -0.3089, 0.2013, 0.4243
O, 8.3832, 14.8103, 2.2956, 0.3057, 0.4945, -0.199
O, -0.1582, -0.3039, 12.5908, -0.2211, -0.1104, -0.0704
O, -0.0145, -4.4143, 12.369, 0.2948, 0.1955, 0.077
O, 1.5048, 1.4752, 11.7473, -0.1123, 0.0111, -0.4143
O, 4.5031, -0.5596, 12.2552, 0.3249, 0.2347, -0.2419
O, 0.2144, 4.6131, 10.6252, 0.5422, 0.4253, -0.2463
O, 4.6726, 6.007, 10.791, 0.2461, 0.1958, -0.2149
O, 2.7151, 7.6713, 11.9895, -0.0423, -0.0567, 0.3814
O, 4.408, 14.9277, 14.892, -0.3954, 0.01, -0.2946
O, 0.3224, -6.0317, 17.0873, 0.315, -0.2035, -0.0804
O, 8.2909, 3.2332, 12.4009, -0.2969, -0.1772, -0.1408
O, 6.7277, 1.1832, 11.5801, -0.0253, 0.2572, -0.4095
O, 6.1684, 4.8138, 12.6574, -0.0001, 0.0188, -0.0196
O, 7.1471, 6.8493, 11.413, -0.2337, -0.13, -0.2534
O, 8.8517, 8.8531, 11.9003, 0.0121, 0.2229, 0.0443
O, -3.9477, -1.9253, 16.2568, 0.2762, -0.0371, -0.4237
O, 2.9628, 3.6509, 12.5997, -0.1582, -0.2644, -0.0495
O, 3.7427, 10.3992, 17.5994, -0.255, 0.1733, -0.0424
O, -2.4518, 6.8255, 16.6504, -0.0888, 0.1292, -0.4499
O, 8.0161, 4.8783, 14.608, -0.1316, -0.0579, -0.4329
O, 7.6066, 7.4508, 14.2497, 0.1184, 0.1192, -0.0239
O, 10.0963, 6.5608, 14.779, 0.3357, 0.1995, -0.3681
O, 4.7683, 6.8756, 18.6492, -0.0187, -0.0334, 0.3241
O, -7.2402, -0.6471, 14.8543, 0.2897, -0.0778, -0.3398
O, -14.5768, 10.7179, 19.6239, -0.0122, -0.1704, 0.2026
O, -1.1272, -0.1466, 19.7568, 0.1456, -0.1364, 0.1444
O, -2.6748, 1.2217, 17.79, -0.0312, -0.1285, 0.1961
O, -2.0763, 3.7238, 17.4331, 0.0953, -0.1504, 0.163
O, 6.2111, 9.8011, 13.9671, 0.0033, -0.1834, -0.0214
O, 8.8614, -1.4402, 17.7904, -0.2525, 0.0056, 0.1019
O, -2.0545, 9.7648, 14.38, -0.0274, -0.1, -0.3542
O, 4.5695, 1.5073, 15.836, -0.0056, 0.0684, -0.1775
O, 1.8987, 15.6532, 14.9163, 0.2192, -0.142, -0.2116
O, 2.9013, 8.5096, 19.2511, -0.2971, 0.1036, 0.2527
O, 6.3892, 13.9691, 16.6362, -0.1704, -0.0888, -0.217
O, 7.1937, 7.718, 18.7006, -0.1208, 0.1107, 0.0115
O, 10.4874, 3.9603, 19.498, -0.1199, 0.0336, 0.2759
O, 6.4686, 13.5602, 14.1626, -0.0386, 0.3737, -0.1312
O, 1.6497, 7.4858, 14.2749, 0.1502, -0.1512, -0.1889
O, 11.4005, -2.5289, 20.335, 0.2428, 0.3199, 0.1064
O, 17.6938, -7.7573, 19.0895, -0.1689, 0.0213, 0.0729
O, 4.3412, 4.418, 19.1512, 0.0189, 0.0914, 0.1364
O, 5.459, 19.8088, 20.2773, 0.2977, 0.0631, 0.1226
O, 0.1181, 2.2557, 17.5949, 0.3339, 0.3168, 0.0477
O, 2.0138, 0.8685, 16.4234, 0.3946, 0.111, 0.1722
O, 4.3268, 7.9828, 13.8698, -0.2289, 0.0894, -0.182
O, 4.7168, 2.1009, 20.2069, -0.2183, 0.0877, 0.0892
O, 10.7096, 5.4097, 21.6691, 0.1373, -0.075, 0.4732
O, 12.0372, 3.814, 23.1841, 0.452, 0.2981, -0.2002
O, 1.2453, 10.4371, 18.9728, 0.1114, -0.1142, 0.4039
O, 2.4801, 3.3134, 16.9568, -0.2571, 0.1744, -0.0495
O, 6.2287, 6.5991, 20.8727, 0.0675, -0.0488, -0.0307
O, 11.343, -0.3215, 21.7556, -0.3394, 0.4531, 0.7068

Results
free energy: -43098.134 eV
free energy less fixed offsets of O -463.61, Si -117.95 eV per atom: -13.554 eV
pressure: -0.89 GPa
stress xx, yy, zz, yz, xz, xy (GPa, positive in tension): -0.14, 0.66, 2.14, 0.33, -0.04, 0.36

The program warned: the forces do not sum to zero within the program's tolerance.
